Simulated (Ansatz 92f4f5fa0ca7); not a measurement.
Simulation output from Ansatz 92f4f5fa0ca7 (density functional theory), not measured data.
Periodic cell of 286 atoms, Si144O106H32N4, with a vacuum gap, from a study of silicon, its oxide and their interface. The atomic structure is a simulated model.

Settings: functional r2SCAN; potential files Ansatz PAW; basis plane waves; wave-function cutoff 800 eV; density cutoff ratio 5; exchange-correlation grid ratio 1; k mesh 1 x 1 x 1, shifted by 0.5 0.5 0 of a step; self-consistency stop 1e-11 eV per atom in the density residual; occupations fixed; spin none; net charge 0; applied field sawtooth along c, amplitude -0.015 V/angstrom in the program's sign convention, ramp centred at 0.9897 of c and 0.0206 of c wide, no dipole correction.

Cell vectors (angstrom)
a	10.887	0	0
b	0	10.887	0
c	0	0	48.5442

Atoms: element, x, y, z (angstrom)
Si	0.2872	-0.5584	34.9447
Si	2.5605	2.9568	34.9134
Si	0.4705	5.3294	34.7208
Si	2.7081	8.3701	35.2376
Si	5.355	-0.2368	34.7801
Si	7.8576	2.9455	34.9548
Si	5.563	5.0473	35.0229
Si	7.5915	8.3713	34.5885
Si	1.3203	1.2961	36.0775
Si	4.0482	3.9679	36.3924
Si	1.4338	6.745	36.3091
Si	4.1107	9.6389	36.4885
Si	6.6647	1.3086	36.1187
Si	9.5681	4.199	35.9932
Si	6.6756	6.8098	36.1218
Si	9.3797	9.3247	36.0369
Si	-0.0375	2.7287	37.4093
Si	2.6554	0.1106	37.6489
Si	-0.0996	8.0788	37.519
Si	2.7471	5.4064	37.6846
Si	5.4145	2.5985	37.6487
Si	8.1243	-0.064	37.4184
Si	5.4389	8.1252	37.6428
Si	8.1784	5.4992	37.4383
Si	1.3226	4.0154	38.8993
Si	4.0416	1.3548	39.0471
Si	1.2748	9.5177	38.8534
Si	4.081	6.7919	38.9968
Si	6.8206	4.0844	38.8255
Si	9.4875	1.3472	38.7781
Si	6.8373	9.5044	38.9072
Si	9.4894	6.7628	38.9293
Si	-0.0445	0.0165	40.216
Si	2.6925	2.7417	40.3372
Si	-0.0205	5.3997	40.2494
Si	2.6658	8.1778	40.2426
Si	5.4471	-0.0469	40.2806
Si	8.1621	2.7078	40.1841
Si	5.4772	5.4184	40.2721
Si	8.1782	8.1624	40.2906
Si	1.3307	1.3391	41.6264
Si	4.0916	4.0998	41.6534
Si	1.338	6.7922	41.5949
Si	4.0592	9.4997	41.6075
Si	6.8102	1.367	41.5822
Si	9.5095	4.045	41.5863
Si	6.8108	6.7971	41.6352
Si	9.5295	9.544	41.6278
Si	-0.0179	2.7239	6.9275
Si	2.729	-0.0143	6.9254
Si	0.0146	8.1674	6.9305
Si	2.719	5.4792	6.9403
Si	5.47	2.716	6.9334
Si	8.1622	0.0285	6.9307
Si	5.4213	8.16	6.931
Si	8.1834	5.4205	6.9211
Si	1.3522	4.0962	8.267
Si	4.1077	1.3441	8.2692
Si	1.3962	9.5091	8.2958
Si	4.0736	6.8289	8.3145
Si	6.8302	4.0825	8.2992
Si	9.5261	1.3833	8.3021
Si	6.7785	9.5531	8.262
Si	9.5387	6.7921	8.2695
Si	0.0431	0.0206	9.6016
Si	2.7464	2.7306	9.5709
Si	0.016	5.457	9.6604
Si	2.7495	8.1885	9.7165
Si	5.4501	0.0083	9.6824
Si	8.1864	2.7413	9.6938
Si	5.4593	5.4624	9.6213
Si	8.1515	8.1752	9.5647
Si	1.4369	1.3728	10.9468
Si	4.0939	4.0797	10.9254
Si	1.3766	6.8034	11.0397
Si	4.1129	9.5552	11.0993
Si	6.8144	1.3778	11.0416
Si	9.5595	4.1098	11.0523
Si	6.8	6.8584	10.9599
Si	9.5328	9.5347	10.8694
Si	0.1131	2.7284	12.327
Si	2.7692	0.079	12.4309
Si	-0.0239	8.2258	12.2805
Si	2.7749	5.4144	12.3386
Si	5.4304	2.7691	12.3516
Si	8.2318	-0.0195	12.2927
Si	5.4948	8.1893	12.442
Si	8.163	5.5273	12.3332
Si	1.6863	3.8396	13.6982
Si	3.9349	1.6605	13.7932
Si	1.1071	9.7933	13.5965
Si	4.3193	6.5546	13.6786
Si	6.5556	4.3943	13.6023
Si	9.8383	1.1239	13.5498
Si	7.1395	9.348	13.7027
Si	9.3104	7.1161	13.6321
Si	-2.4246	-18.7502	15.6751
Si	-8.9755	12.7622	26.1366
Si	-1.7776	13.3231	32.2241
Si	-19.0921	16.941	27.5452
Si	-17.8648	14.2519	27.4298
Si	2.9812	-2.4289	15.6966
Si	-1.3875	-19.046	22.3506
Si	-22.0381	-13.5861	20.0663
Si	11.5657	27.5084	18.7344
Si	-0.2104	-5.6378	15.7891
Si	-4.1004	-8.8702	23.2568
Si	-4.137	-4.0089	24.6524
Si	-5.957	8.6631	20.5786
Si	-14.9078	-25.9998	21.5988
Si	-7.169	1.0511	29.5896
Si	-24.2902	-8.8296	18.4826
Si	-7.1387	-0.4374	25.7799
Si	-17.5565	-4.063	32.9912
Si	-20.9379	-0.3989	29.3263
Si	4.9969	2.1319	20.9149
Si	-12.8134	-0.0288	23.0788
Si	-3.8723	18.0524	31.7907
Si	13.0125	1.9043	21.4139
Si	-4.6754	21.8187	18.9402
Si	-15.3249	-17.8535	25.7363
Si	-25.3786	-7.0843	20.8039
Si	22.7266	-3.3292	29.3449
Si	8.123	-6.3573	30.4469
Si	22.5959	-18.3633	23.825
Si	-23.1277	6.7923	27.4921
Si	-23.4948	-1.9985	25.4126
Si	-19.3639	-13.7842	18.7774
Si	5.9556	-0.2569	27.9704
Si	-2.9276	-1.6568	20.5949
Si	3.1067	10.119	22.8243
Si	-2.3411	-17.7371	27.6359
Si	-16.4729	-0.243	15.8448
Si	-21.5286	22.0379	32.1392
Si	-31.307	17.1855	31.9334
Si	1.534	-4.566	24.8028
Si	-32.6966	2.1419	28.512
Si	-17.7778	18.4158	25.5702
Si	10.9419	-6.9085	30.9054
Si	-1.9654	10.6842	27.9586
Si	-21.7393	13.7018	19.6587
Si	-10.6011	19.5255	23.2092
Si	14.2078	1.1667	32.6968
Si	-14.2009	19.2741	28.9568
O	2.3963	0.3419	26.2384
O	-0.3793	-0.3747	33.4712
O	-9.8744	2.1801	24.8506
O	-6.1835	5.4691	33.7057
O	-0.0854	-2.5546	21.671
O	-25.0628	15.3317	28.9119
O	1.541	9.325	34.5992
O	6.3189	9.0542	28.1724
O	-7.4169	-8.3354	20.8716
O	-12.3747	16.1489	27.0052
O	14.9442	-15.2093	26.8605
O	4.1677	-23.1313	15.6604
O	-24.6323	-7.8118	31.189
O	-2.839	-3.7568	28.0724
O	-16.3531	29.5224	24.9027
O	-5.4396	5.4662	14.1739
O	-16.2405	-9.3744	22.334
O	11.1913	5.8822	17.1707
O	11.9264	9.0333	28.7074
O	-4.697	35.6404	24.4361
O	1.3335	26.6607	31.1431
O	-16.3361	18.2338	32.0901
O	5.2469	1.091	19.7054
O	3.5399	7.1008	15.0123
O	7.4949	-16.3814	20.8438
O	7.9012	7.8679	21.4505
O	8.2235	8.2142	14.2001
N	7.821	-7.9677	22.198
O	-3.1552	0.6353	18.9294
O	-11.257	-15.1587	19.6269
O	-11.8072	-20.589	22.6509
O	-12.2284	4.1404	16.0891
O	1.1318	1.7462	20.1532
O	-0.8372	6.4494	14.9174
O	-14.3558	44.0704	28.0518
O	-22.663	7.837	26.3418
O	-2.5639	10.3683	21.677
O	6.763	6.3151	23.1524
O	13.3675	11.3753	22.0504
O	-30.8803	-12.4947	23.2537
O	-13.3465	13.0392	33.6396
O	-4.2738	-11.6351	15.038
O	-18.8565	-4.3279	32.1186
O	-24.7597	-2.9232	24.9651
O	-14.0768	11.6429	23.8296
O	-3.5053	16.5244	31.3625
O	-9.7915	8.7667	19.3642
O	-40.6029	4.5359	27.9539
O	-14.0025	3.3354	26.4252
O	11.904	4.5501	15.0046
O	33.0843	-3.6402	24.063
O	-21.0786	4.1643	19.0804
O	-9.4027	6.2679	26.4394
O	-0.521	-7.4136	32.3495
O	-3.0155	14.1535	19.4087
O	13.4041	-13.5463	17.2009
O	-27.2176	7.1852	21.0196
O	-28.3248	-10.7298	33.5191
O	-1.7419	-9.037	14.8221
O	3.4156	19.8058	26.1262
O	-12.0598	-6.0301	30.3098
O	3.2707	13.6189	26.0812
O	5.7005	-7.3276	20.7152
O	-21.2525	-0.6827	30.8847
O	6.5139	9.5852	34.2712
O	-20.0562	11.7138	32.5985
O	0.4808	13.6427	29.9297
O	-3.0254	-8.553	16.9915
O	-7.1068	-2.9694	34.0873
O	-6.7045	-1.5165	21.855
O	-22.5336	3.6184	23.5481
O	-18.9814	2.753	14.262
O	-17.7997	-8.5295	28.6819
O	-12.5024	-1.8832	19.6294
O	-9.347	-29.6943	22.4626
O	5.6573	-0.0959	17.4196
O	1.5025	-17.673	34.4293
O	14.2642	-8.352	33.5579
N	-11.3284	11.3691	28.5229
O	-19.4554	6.8268	28.8992
O	-17.0665	1.106	15.1432
N	-4.5374	-23.1613	19.9152
O	1.7014	-1.8717	14.8949
O	-17.9884	-2.3773	19.4428
O	2.1435	6.3974	19.0061
O	-15.058	16.3917	25.4979
O	-7.0473	12.2363	31.1776
O	-18.763	6.892	24.4476
O	16.2186	-7.036	26.8937
O	-0.3053	-4.0587	28.6928
O	-9.7732	2.384	27.4276
O	-13.9218	-3.2399	33.1158
O	-36.3174	-7.1872	14.905
O	-22.5905	-7.6135	20.9497
O	-12.9476	9.414	28.9583
O	-34.0406	2.8803	28.1432
O	-4.1449	4.0489	34.4654
O	-11.7884	-19.7226	18.5811
O	-8.6431	0.434	29.2563
O	-10.8748	-32.6504	14.1321
O	-11.9196	1.1422	31.6288
O	-28.7545	10.583	24.1677
O	-1.9647	-0.7188	26.3966
O	-20.3414	-6.0883	24.3152
O	4.95	10.9637	29.1972
O	-25.3653	18.9623	30.4987
O	5.1111	10.8943	26.5818
N	-1.0439	-1.3215	23.9366
O	-10.0964	-3.4292	30.9548
O	-10.4321	6.1873	33.2962
H	0.5199	2.1717	42.5589
H	2.1658	0.5308	42.5589
H	4.9118	3.2764	42.5858
H	3.2718	4.9236	42.5858
H	2.1803	5.9914	42.5274
H	0.5322	7.6296	42.5274
H	4.8878	8.6847	42.5399
H	3.2505	10.3344	42.5399
H	7.6361	0.5493	42.5147
H	5.9911	2.1915	42.5147
H	8.7029	4.8817	42.5188
H	10.343	3.2351	42.5188
H	7.6314	5.9741	42.5677
H	5.9811	7.6109	42.5677
H	10.35	8.7209	42.5602
H	8.709	10.3671	42.5602
H	-0.8514	3.5338	5.995
H	0.793	1.8913	5.995
H	1.8939	0.794	5.993
H	3.5377	-0.849	5.993
H	0.8205	7.33	5.998
H	-0.8058	8.9905	5.998
H	3.5388	4.6553	6.0079
H	1.8767	6.28	6.0079
H	6.2891	1.8915	6.001
H	4.6498	3.5394	6.001
H	7.3363	0.8462	5.9983
H	8.9827	-0.7945	5.9983
H	6.251	7.3462	5.9985
H	4.5927	8.975	5.9985
H	8.99	4.5839	5.9887
H	7.3628	6.2435	5.9887

Results
free energy: -154616.971 eV
free energy less fixed offsets of H -15.71, N -386.36, O -570.45, Si -639.56 eV per atom: -4.471 eV

Forces (eV/angstrom), in the order of the atoms: element, x, y, z
Si	-0.0037	0.0034	-0.0253
Si	0.0051	0.0015	-0.0107
Si	0.0071	0.0011	-0.0172
Si	0.0103	-0.001	-0.0223
Si	-0.0054	-0.0049	-0.0131
Si	0.0056	-0.0077	-0.0277
Si	-0.0091	0.0052	-0.014
Si	-0.0033	-0.0065	-0.0206
Si	-0.0031	-0.0055	-0.0156
Si	0.0013	0.0023	-0.0181
Si	0.0074	0.0042	-0.011
Si	-0.0037	-0.0057	-0.0169
Si	0.0021	0.0077	-0.0113
Si	-0.0018	-0.0022	-0.017
Si	-0.0068	-0.0063	-0.0109
Si	0.0067	0.0035	-0.0094
Si	0.0113	0.0041	0.0054
Si	0.0187	0.0108	0.0115
Si	-0.0068	-0.01	0.0043
Si	-0.0035	-0.0023	0.0096
Si	-0.018	-0.0083	0.01
Si	-0.005	-0.0054	0.0029
Si	0.0001	0.0024	0.0075
Si	0.0045	0.0127	0.0041
Si	0.0103	-0.0027	0.0205
Si	-0.0033	-0.0075	-0.0017
Si	0.0106	-0.0057	0.0208
Si	-0.0024	0.0024	0.0178
Si	-0.0135	0.0026	0.0293
Si	0.0001	-0.0048	0.0194
Si	-0.017	-0.0071	0.0224
Si	-0.0021	0.0029	0.008
Si	-0.0091	0.0135	0.1965
Si	-0.0033	-0.0045	0.1819
Si	-0.003	0.0144	0.165
Si	-0.0008	-0.0014	0.1774
Si	0.0023	0.0133	0.1554
Si	0.0046	-0.0081	0.1804
Si	0.0099	-0.0029	0.1981
Si	0.0092	-0.0078	0.1782
Si	-0.0008	0.1019	0.2771
Si	-0.0458	-0.0299	0.3324
Si	-0.0581	-0.018	0.2577
Si	0.0146	0.0396	0.3992
Si	-0.0654	-0.0823	0.2181
Si	0.0529	-0.0121	0.2906
Si	0.0719	-0.0144	0.3188
Si	-0.06	-0.0117	0.2439
Si	0.0386	0.0852	-0.3545
Si	0.0974	-0.0473	-0.33
Si	0.0073	-0.068	-0.264
Si	-0.0822	-0.1049	-0.2939
Si	0.0071	0.0014	-0.2788
Si	-0.0346	-0.0395	-0.2656
Si	0.0465	0.1617	-0.3317
Si	0.0121	0.0415	-0.3294
Si	0.0075	0.0027	-0.1606
Si	-0.0073	0.006	-0.1763
Si	-0.0337	0.0318	-0.1913
Si	0.0145	-0.0217	-0.2061
Si	-0.0108	-0.002	-0.1874
Si	0.0063	-0.0155	-0.1877
Si	0.0241	-0.0348	-0.1637
Si	-0.0087	0.013	-0.1667
Si	0.0028	-0.0044	-0.0046
Si	-0.014	-0.0022	-0.0092
Si	-0.0085	-0.0148	-0.0205
Si	-0.0089	-0.0006	-0.0279
Si	0.0181	0.0146	-0.0196
Si	0.0069	0.0127	-0.018
Si	0.0165	0.0037	-0.0127
Si	0.0069	0.0143	-0.006
Si	-0.001	0.0114	-0.0028
Si	-0.0069	-0.0079	-0.0055
Si	-0.0116	-0.0031	-0.0107
Si	0.0069	0.0071	-0.014
Si	-0.0013	-0.0104	-0.01
Si	0.0076	0.008	-0.0116
Si	0.0129	0.0023	-0.0062
Si	-0.0087	-0.0078	-0.0076
Si	0.003	-0.0092	0.0156
Si	-0.0129	0.0021	0.0137
Si	-0.0002	0.0129	0.0161
Si	0.0085	-0.002	0.0141
Si	0.0022	0.0122	0.0161
Si	0.0114	-0.0012	0.015
Si	0.0051	-0.009	0.0153
Si	-0.0106	0.0013	0.0168
Si	-0.0037	-0.005	-0.034
Si	-0.0039	0.0046	-0.0351
Si	-0.0048	0.0009	-0.026
Si	0.0046	-0.0027	-0.0273
Si	0.0035	0.0037	-0.0286
Si	0.0023	-0.0009	-0.0282
Si	0.0063	-0.0004	-0.033
Si	-0.0035	0	-0.0337
Si	0.0021	0.0028	-0.0593
Si	-0.0031	-0.0023	-0.0517
Si	0.0061	0.009	-0.0517
Si	0.0038	-0.0002	-0.0514
Si	0.0053	0.0091	-0.0455
Si	-0.0009	0.0017	-0.0645
Si	-0.0036	0.0043	-0.0462
Si	0.0082	-0.0099	-0.0601
Si	0.001	0.0024	-0.0531
Si	-0.0031	-0.0025	-0.0596
Si	0.0045	-0.0053	-0.0446
Si	-0.0011	-0.0048	-0.0549
Si	-0.0009	0	-0.0453
Si	-0.001	0.0065	-0.0519
Si	0.0052	-0.0036	-0.0539
Si	-0.0054	-0.002	-0.061
Si	-0.0056	-0.007	-0.0739
Si	-0.0022	0.0012	-0.0443
Si	-0.0013	0.0058	-0.0476
Si	0.0024	-0.0042	-0.0442
Si	-0.0061	0.0061	-0.039
Si	0.004	-0.0053	-0.0649
Si	0.0026	0.0001	-0.0407
Si	-0.002	0.0017	-0.0602
Si	-0.0001	-0.0004	-0.0499
Si	0.0026	0.0045	-0.046
Si	-0.0003	-0.0067	-0.047
Si	0.0001	0.0007	-0.0559
Si	-0.004	-0.0015	-0.0463
Si	-0.0004	0.0066	-0.0467
Si	0.0017	0.0015	-0.0583
Si	-0.0024	-0.0061	-0.054
Si	-0.0015	0.0034	-0.0432
Si	-0.0054	-0.0024	-0.0359
Si	0.0026	0.0009	-0.0567
Si	-0.0028	-0.0016	-0.0526
Si	-0.0041	-0.0022	-0.0585
Si	0.0014	-0.0034	-0.0627
Si	-0.0037	0.0049	-0.0643
Si	-0.0065	0.0002	-0.0391
Si	0.0054	-0.0032	-0.0528
Si	0.0029	0.0035	-0.0381
Si	-0.0007	-0.0078	-0.0498
Si	-0.0071	-0.005	-0.0473
Si	-0.0022	0.0079	-0.0475
Si	0.0005	0.0048	-0.0539
Si	-0.0079	-0.0009	-0.0626
Si	0.0065	0.0066	-0.0585
O	-0.003	0.0041	0.0156
O	-0.0001	-0.006	0.0404
O	0.0087	-0.0076	0.0274
O	0.0081	-0.0101	0.0256
O	0.0048	0.006	0.0444
O	-0.001	0.0043	0.0363
O	-0.0019	-0.0006	0.01
O	0.0049	-0.0053	0.0148
O	-0.0061	-0.0009	0.016
O	-0.0007	-0.0014	0.0162
O	-0.0063	-0.0071	0.0244
O	0.0029	0.0022	0.0097
O	0.0043	-0.0122	0.0323
O	-0.0069	0.004	0.0168
O	-0.0028	0.0005	0.0198
O	-0.0035	0.0032	0.0049
O	0.0079	0.0002	0.0281
O	0.0088	0.0063	0.0419
O	-0.0003	0.0026	0.0133
O	-0.0035	0.0158	0.0396
O	0.0044	0.0062	0.0196
O	-0.0098	-0.0011	0.025
O	-0.0064	0.013	0.0272
O	-0.0062	0.0102	0.0199
O	-0.002	0.0073	0.0144
O	-0.0011	-0.0035	0.0093
O	-0.0017	0.0021	0.0093
N	-0.0025	-0.0082	0.0184
O	-0.0021	-0.0047	0.0156
O	-0.0052	0.0096	0.0205
O	0.0009	-0.006	0.0176
O	0.0026	0.0009	0.0223
O	0.0088	-0.0031	0.0228
O	0.0097	-0.0097	0.0225
O	0.0016	-0.0001	0.0075
O	0.0005	-0.0119	0.029
O	0.0105	0.0087	0.0295
O	-0.0029	0.0054	0.0375
O	0.0044	-0.0056	0.0226
O	-0.0012	-0.0024	0.0086
O	-0.0123	0.0045	0.041
O	-0.0118	0.0072	0.0289
O	0.0119	0.0015	0.0266
O	0.0045	0.0032	0.007
O	-0.0007	-0.0005	0.013
O	-0.0053	0.0126	0.028
O	-0.0115	0.0034	0.0205
O	-0.0026	-0.001	0.0229
O	0.0097	0.0019	0.0266
O	-0.0069	0.0079	0.0199
O	0.007	-0.0123	0.0298
O	0.0001	-0.0126	0.0181
O	0.0041	-0.0016	0.0337
O	-0.0039	-0.0036	0.0326
O	-0.0062	0.013	0.0337
O	-0.0055	-0.003	0.0465
O	0.0071	-0.007	0.0161
O	0.0197	-0.0078	0.0354
O	-0.0102	0.013	0.0289
O	-0.0002	0.0046	0.0177
O	0.0048	-0.0027	0.0332
O	0.0045	0.0038	0.019
O	0.0003	0	0.0149
O	-0.0031	0.0037	0.0439
O	0.0012	0.0014	0.0111
O	0.008	0.0024	0.0238
O	0.001	0.0139	0.0401
O	-0.0008	-0.0079	0.0376
O	-0.0064	0.0062	0.0252
O	-0.0144	0.0111	0.0341
O	0.0103	0.0065	0.0159
O	0.0036	-0.0019	0.0046
O	-0.0007	-0.0151	0.0322
O	-0.0064	0.0017	0.02
O	-0.0054	0.0108	0.0302
O	0.0128	0.0034	0.054
O	-0.0027	-0.001	0.0114
O	-0.0044	0.0087	0.0329
N	0.0096	-0.0032	0.0253
O	-0.0102	0.0063	0.0355
O	0.0079	-0.0083	0.0244
N	0.0031	-0.0071	0.0234
O	0.0137	-0.0078	0.0252
O	0.0163	0.0077	0.0268
O	0.0002	0.0011	0.0149
O	0	-0.0084	0.0212
O	-0.0012	0.0051	0.0588
O	0.005	0.0005	0.0067
O	-0.0097	-0.0008	0.0194
O	0.0075	0.0047	0.0294
O	-0.015	0.0002	0.0319
O	0.0083	0.015	0.0511
O	0.0102	-0.0083	0.0238
O	-0.0077	-0.002	0.0315
O	-0.0016	-0.0042	0.014
O	0.0051	-0.0034	0.0201
O	0.0009	-0.0011	0.0159
O	0.0092	0.0027	0.0248
O	0.0014	0.0001	0.0307
O	0.004	-0.0013	0.0092
O	-0.0025	-0.0013	0.0288
O	0.0062	0.0013	0.028
O	-0.0016	0.0126	0.0372
O	0.0063	0.0088	0.0138
O	-0.0102	0.0047	0.0317
O	-0.0062	-0.0135	0.0483
O	0.0134	0.0018	0.0279
N	-0.0011	-0.0055	0.0257
O	0.0045	-0.0074	0.0396
O	-0.013	-0.0096	0.05
H	0.2478	-0.3972	-0.2224
H	-0.3656	0.1899	-0.2822
H	-0.3384	0.2463	-0.2366
H	0.3947	-0.1973	-0.2393
H	-0.2997	0.2783	-0.29
H	0.2197	-0.3673	-0.2637
H	-0.4038	0.1784	-0.2653
H	0.3254	-0.2621	-0.2562
H	-0.2566	0.3586	-0.2693
H	0.3044	-0.2663	-0.3004
H	0.2021	-0.3557	-0.2914
H	-0.3555	0.2787	-0.2657
H	-0.2596	0.3321	-0.2308
H	0.2645	-0.3113	-0.267
H	-0.2055	0.3672	-0.2658
H	0.2844	-0.3313	-0.2436
H	0.373	-0.3401	0.247
H	-0.2521	0.2631	0.291
H	0.266	-0.2459	0.3009
H	-0.3109	0.3611	0.2367
H	-0.3259	0.3668	0.24
H	0.2806	-0.2249	0.301
H	-0.2014	0.2733	0.2862
H	0.3881	-0.2996	0.2562
H	-0.3251	0.3941	0.2463
H	0.2368	-0.2308	0.2913
H	0.3967	-0.3136	0.2519
H	-0.2466	0.2637	0.2907
H	-0.2576	0.2288	0.3041
H	0.3173	-0.3576	0.2402
H	-0.3456	0.3622	0.2557
H	0.2455	-0.2478	0.2826

The program warned: the cutoff lies below the one the program advises for these potential files; the forces do not sum to zero within the program's tolerance; empty levels may hold ghost states of the PAW files; the exchange-correlation potential is rough where the density is thin.
